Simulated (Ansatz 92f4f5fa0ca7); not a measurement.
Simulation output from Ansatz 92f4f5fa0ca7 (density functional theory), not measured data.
Periodic cell of 276 atoms, Si168O108, from a study of silicon, its oxide and their interface. The atomic structure is a simulated model.
Doubt: the cutoff is low for norm-conserving oxygen, so forces and energies are approximate.
Doubt: the program's own warning below bears on the result.
This geometry differs little from another in the collection (a relaxation step or a small displacement).

Settings: functional HSE06; potential files SPMS norm-conserving; basis plane waves; wave-function cutoff 800 eV; density cutoff ratio 4; exchange-correlation grid ratio 1; k mesh 1 x 1 x 1, Gamma-centred; occupations fixed; spin none; net charge 0.

Cell vectors (angstrom)
a	11.6015	0	0
b	0	13.3963	0
c	0	0	30.7179

Atoms: element, x, y, z (angstrom)
Si	-0.0866	0.0418	23.9275
Si	3.9066	-0.0587	24.2294
Si	7.5546	-0.0777	24.2054
Si	1.8851	3.4198	23.6171
Si	5.6722	3.2392	24.034
Si	9.5054	3.3657	23.9408
Si	0.0724	6.7492	23.8646
Si	4.04	6.6088	23.7422
Si	7.8877	6.7113	24.2902
Si	1.8482	10.1288	23.9961
Si	5.7484	10.2023	24.1383
Si	9.5907	10.0921	23.9116
Si	-0.0488	2.3099	24.5762
Si	3.7049	2.2404	24.7561
Si	7.6486	2.1985	24.8194
Si	2.022	5.5993	24.5729
Si	5.8757	5.5269	24.7398
Si	9.8054	5.5471	24.8813
Si	-0.063	8.9542	24.7215
Si	3.8347	8.897	24.5795
Si	7.6891	9.0014	24.8196
Si	1.8613	12.3267	24.8091
Si	5.7373	12.2766	25.2545
Si	9.6137	12.2931	24.7754
Si	-0.015	2.2588	27.0389
Si	3.7781	2.2454	27.1448
Si	7.6953	2.2225	27.1811
Si	1.9744	5.5781	27.0272
Si	5.8257	5.5631	27.13
Si	9.7557	5.5457	27.2244
Si	-0.0204	8.9262	27.1144
Si	3.8565	8.894	27.0396
Si	7.7323	8.9481	27.1782
Si	1.9027	12.2942	27.1728
Si	5.7781	12.269	27.4978
Si	9.6593	12.2849	27.1554
Si	1.8768	1.1237	27.9503
Si	5.7393	1.1614	27.9867
Si	9.663	1.1334	27.9232
Si	0.0815	4.4474	27.947
Si	3.8714	4.48	27.9318
Si	7.7619	4.46	27.9483
Si	1.9286	7.7994	27.8959
Si	5.7939	7.8107	27.923
Si	9.671	7.8076	27.9509
Si	-0.0154	11.1531	27.9454
Si	3.8091	11.1086	27.969
Si	7.7644	11.1519	28.0103
Si	1.9336	1.1164	30.3229
Si	5.8008	1.1164	30.3229
Si	9.6679	1.1164	30.3229
Si	0	4.4654	30.3229
Si	3.8672	4.4654	30.3229
Si	7.7343	4.4654	30.3229
Si	1.9336	7.8145	30.3229
Si	5.8008	7.8145	30.3229
Si	9.6679	7.8145	30.3229
Si	0	11.1635	30.3229
Si	3.8672	11.1635	30.3229
Si	7.7343	11.1635	30.3229
Si	0	0	0.3944
Si	3.8672	0	0.3944
Si	7.7343	0	0.3944
Si	1.9336	3.3491	0.3944
Si	5.8008	3.3491	0.3944
Si	9.6679	3.3491	0.3944
Si	0	6.6981	0.3944
Si	3.8672	6.6981	0.3944
Si	7.7343	6.6981	0.3944
Si	1.9336	10.0472	0.3944
Si	5.8008	10.0472	0.3944
Si	9.6679	10.0472	0.3944
Si	-0.0249	-0.011	2.7694
Si	3.8588	-0.013	2.7949
Si	7.6893	-0.0128	2.7264
Si	1.9517	3.3133	2.766
Si	5.7448	3.3499	2.7401
Si	9.7029	3.3942	2.7542
Si	-0.0053	6.7034	2.7474
Si	3.9114	6.7399	2.7589
Si	7.7903	6.6977	2.7978
Si	1.9513	10.0441	2.7869
Si	5.8224	10.0672	2.8025
Si	9.6802	10.0495	2.776
Si	-0.0049	2.2194	3.5482
Si	3.8507	2.1895	3.6667
Si	7.7275	2.2524	3.3086
Si	1.9562	5.5918	3.3905
Si	5.8412	5.5728	3.5088
Si	9.7288	5.5898	3.6991
Si	0.0195	8.9219	3.5623
Si	3.8994	8.9659	3.6388
Si	7.7581	8.9394	3.603
Si	1.9167	12.2809	3.5839
Si	5.7922	12.2951	3.6628
Si	9.6058	12.3017	3.5344
Si	-0.0467	2.1959	5.918
Si	3.8024	2.1614	6.1184
Si	7.7021	2.262	5.5766
Si	2.0306	5.6117	5.6823
Si	5.9154	5.5216	5.8489
Si	9.8472	5.5569	6.1859
Si	0.0519	8.8942	5.9302
Si	3.9539	8.9798	6.0605
Si	7.7815	8.9244	5.9954
Si	1.9075	12.2544	5.9693
Si	5.8246	12.3394	6.1094
Si	9.5619	12.3308	5.8965
Si	1.7353	1.0128	6.9055
Si	5.9254	1.2597	6.7599
Si	9.5018	1.218	6.6223
Si	0.3395	4.3633	6.7309
Si	3.9126	4.4877	6.5154
Si	7.8463	4.3545	6.6242
Si	2.0326	7.7649	6.6662
Si	5.8839	7.7017	6.6992
Si	9.7333	7.8633	6.8423
Si	-0.1155	11.1713	6.5329
Si	3.8488	11.259	6.8836
Si	7.7312	11.1384	6.9004
O	3.6631	4.7184	8.1285
O	-0.5483	11.2767	8.1085
O	7.7617	11.069	8.571
O	7.7783	3.8948	8.2229
O	1.0442	4.0605	8.2308
O	9.0774	1.5208	8.2139
O	9.716	8.1455	8.4864
O	6.4389	1.6114	8.3192
O	2.1197	7.5402	8.2979
O	1.2795	0.8714	8.5141
O	3.7062	11.4663	8.5301
O	6.0059	7.3352	8.3024
O	9.2194	3.4177	22.302
O	9.2578	5.6541	20.5086
O	9.4568	10.1939	22.2621
O	4.3552	-0.3731	22.6619
O	11.429	0.0063	22.2717
O	5.3579	2.9262	22.4426
O	7.0611	13.0987	22.6302
O	1.6889	10.4679	22.3909
O	11.7391	6.8724	22.2013
O	1.934	3.5284	21.9242
O	8.8553	10.0355	19.6228
O	4.2943	6.3228	22.1118
Si	8.1473	2.0328	11.9475
Si	7.8094	2.374	8.8165
Si	2.4376	4.2655	9.0769
Si	6.9232	10.8228	9.9494
Si	0.3803	13.8939	18.1967
Si	7.9496	10.2326	12.8594
Si	6.5175	0.1795	16.7436
Si	3.3168	1.6044	10.6814
Si	3.6852	7.7897	11.6836
Si	11.3296	7.2401	15.3001
Si	0.9399	7.0786	20.7973
Si	5.3806	7.7475	18.2454
Si	15.1325	10.6451	12.5835
Si	5.5782	-2.1347	14.7325
Si	2.5616	-1.4921	18.699
Si	-0.3979	11.2118	9.6935
Si	8.7553	2.6312	20.9476
Si	17.5014	5.7385	15.8439
Si	12.7226	4.4052	14.9398
Si	2.1808	3.0401	17.5903
Si	-1.1358	11.7259	13.9997
Si	10.5662	13.5638	20.9092
Si	8.7132	5.932	14.3776
Si	5.7232	12.3164	22.1115
Si	12.8818	9.8511	14.565
Si	15.811	12.1669	9.9118
Si	5.0067	0.1064	19.4855
Si	16.7755	2.7713	12.9811
Si	5.0014	16.1974	16.063
Si	12.9769	9.9634	20.8972
Si	8.3181	7.4346	11.8362
Si	9.567	0.4809	16.1062
Si	5.1337	5.8466	20.7918
Si	10.6182	7.0217	18.2352
Si	6.0834	7.7867	9.837
Si	8.1506	8.644	19.2
Si	1.6826	7.0209	9.7621
Si	-1.0237	8.2196	9.8605
Si	-1.706	10.5764	20.7478
Si	10.0566	-0.1956	11.4103
Si	10	16.485	14.2492
Si	1.558	4.2511	20.4912
Si	3.7127	9.8459	16.6767
Si	5.5919	2.9132	20.8465
Si	8.0972	6.4634	21.2436
Si	0.8619	0.3871	10.0178
Si	3.8373	5.3509	13.6381
Si	10.1645	4.6491	19.6327
O	-0.0579	0.7223	19.7451
O	2.1804	3.6399	19.1143
O	11.6811	7.0541	9.8247
O	6.8712	10.7649	13.9223
O	11.5524	4.2742	20.354
O	4.2595	1.945	11.9372
O	4.7605	7.3029	10.5991
O	4.8655	4.3702	12.8187
O	7.7713	8.6268	12.7832
O	8.4739	6.7151	22.7586
O	4.2046	9.1834	12.3297
O	3.6818	2.7934	17.0145
O	9.6711	7.9564	11.1505
O	7.1856	2.7602	20.6836
O	9.2552	4.4486	14.7052
O	2.3673	9.651	15.77
O	7.3092	7.1018	10.6258
O	8.1289	0.2448	16.7969
O	9.377	2.7202	12.7784
O	11.3914	7.4999	16.9036
O	13.0518	3.9743	16.4748
O	5.8042	11.9738	10.041
O	4.9899	1.6376	20.0444
O	1.8824	1.001	11.1119
O	6.7347	2.3236	12.7331
O	6.0293	1.6746	16.4916
O	2.157	5.5016	10.078
O	5.883	13.1952	18.1694
O	4.6927	2.4731	14.501
O	9.2928	1.1314	21.1223
O	10.6865	13.8489	17.2567
O	3.4723	11.4878	11.197
O	2.2107	10.8633	19.8733
O	12.0982	5.8824	14.939
O	4.1228	8.6033	17.6538
O	3.4222	11.1407	17.5803
O	0.8834	-1.2495	10.0565
O	11.6163	16.7866	14.2669
O	7.9342	2.5304	10.4188
O	9.2038	7.8054	18.2979
O	12.7888	12.4969	18.0959
O	4.6053	5.9949	14.9119
O	11.5059	7.2726	19.5655
O	14.1157	4.5081	14.0907
O	10.8222	12.727	12.7665
O	9.3963	3.2435	19.5843
O	5.8281	4.1772	16.2295
O	7.915	7.9051	20.5972
O	2.0845	10.278	13.2184
O	1.8405	8.4139	20.8429
O	-1.6647	11.8992	10.439
O	8.5379	6.1365	12.7724
O	5.6491	12.4485	20.5261
O	8.617	0.4668	11.7849
O	10.3628	5.4013	18.2075
O	2.9763	2.943	9.832
O	9.4177	10.6304	13.4181
O	3.4516	13.1421	19.2266
O	5.0052	-3.2677	15.7429
O	3.9784	13.7789	9.8254
O	6.6911	5.7037	21.2048
O	6.6806	8.7193	18.5045
O	12.0498	8.4542	14.5062
O	9.9219	12.1572	20.4982
O	7.7207	10.8259	11.3604
O	6.1897	9.3935	9.8338
O	4.9543	6.9382	19.6013
O	-0.6109	0.835	10.555
O	7.2888	6.1009	15.1113
O	5.7973	10.7485	22.5606
O	5.9887	-0.82	15.5797
O	3.433	6.6341	12.7671
O	4.8757	4.2936	20.309
O	5.804	6.645	17.1569
O	9.7742	12.6199	15.1312
O	-0.1985	10.0257	20.5301
O	2.2955	8.0008	10.8872
O	-1.937	1.8806	15.2818
O	4.4024	11.5233	13.6385
O	1.3549	1.6671	17.6877
O	11.3211	9.649	10.0669
O	1.9476	5.8312	20.5477
O	0.1562	11.0233	14.6892
O	9.7704	7.0548	14.8892

Results
free energy: -67412.716 eV
free energy less fixed offsets of O -447.96, Si -113.29 eV per atom: -0.316 eV
gap between the highest filled and lowest empty level on this k mesh: 1.423 eV

The program warned: the cutoff lies below the one the program advises for these potential files; the model core charge is not resolved on the grid; the forces do not sum to zero within the program's tolerance; the exchange-correlation potential is rough where the density is thin.
